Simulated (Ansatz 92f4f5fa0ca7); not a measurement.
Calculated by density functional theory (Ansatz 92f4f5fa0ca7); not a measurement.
Periodic cell of 258 atoms, Si166O92, from a study of silicon, its oxide and their interface. The atomic structure is a simulated model.
Doubt: the cutoff is far below the 930 eV that the study's wrapper takes by default for these files, so forces and energies are approximate.

Settings: functional PBE; potential files Ansatz PAW; basis plane waves; wave-function cutoff 580 eV; density cutoff ratio 5; exchange-correlation grid ratio 1; k mesh 1 x 1 x 1, Gamma-centred; self-consistency stop 5e-08 eV per atom in the density residual; occupations fixed; spin none; net charge 0.

Cell vectors (angstrom)
a, 10.938, 0, 0
b, 0, 10.938, 0
c, 0, 0, 38.1822

Atoms: element, x, y, z (angstrom)
Si, 0, 0, 0.683
Si, 5.469, 0, 0.683
Si, 2.7345, 2.7345, 0.683
Si, 8.2035, 2.7345, 0.683
Si, 0, 5.469, 0.683
Si, 5.469, 5.469, 0.683
Si, 2.7345, 8.2035, 0.683
Si, 8.2035, 8.2035, 0.683
Si, 1.3673, 1.3673, 2.0503
Si, 6.8362, 1.3673, 2.0503
Si, 4.1018, 4.1018, 2.0503
Si, 9.5708, 4.1018, 2.0503
Si, 1.3673, 6.8362, 2.0503
Si, 6.8362, 6.8362, 2.0503
Si, 4.1018, 9.5708, 2.0503
Si, 9.5708, 9.5708, 2.0503
Si, 2.7345, 0, 36.1307
Si, 8.2035, 0, 36.1307
Si, 0, 2.7345, 36.1307
Si, 5.469, 2.7345, 36.1307
Si, 2.7345, 5.469, 36.1307
Si, 8.2035, 5.469, 36.1307
Si, 0, 8.2035, 36.1307
Si, 5.469, 8.2035, 36.1307
Si, 4.1018, 1.3673, 37.498
Si, 9.5708, 1.3673, 37.498
Si, 1.3673, 4.1018, 37.498
Si, 6.8362, 4.1018, 37.498
Si, 4.1018, 6.8362, 37.498
Si, 9.5708, 6.8362, 37.498
Si, 1.3673, 9.5708, 37.498
Si, 6.8362, 9.5708, 37.498
Si, 0.3006, -0.286, 27.8622
Si, 5.1733, 0.2747, 27.9936
Si, 2.8677, 2.3397, 28.0047
Si, 7.9506, 2.8962, 27.9585
Si, -0.4762, 5.7611, 28.0449
Si, 5.6954, 5.0946, 28.0178
Si, 2.4908, 8.3874, 28.0384
Si, 8.2385, 7.9513, 27.7884
Si, 1.3358, 1.2298, 29.3691
Si, 6.7579, 1.3775, 29.327
Si, 4.0333, 3.9964, 29.2918
Si, 9.4508, 4.0887, 29.3506
Si, 1.2663, 6.8135, 29.2927
Si, 6.7851, 6.7871, 29.2652
Si, 4.0536, 9.5822, 29.3315
Si, 9.4708, 9.5696, 29.0963
Si, 2.7055, -0.0521, 30.7592
Si, 8.1602, -0.0344, 30.5818
Si, -0.0418, 2.704, 30.6274
Si, 5.4149, 2.7129, 30.7301
Si, 2.662, 5.4199, 30.611
Si, 8.1193, 5.4565, 30.7174
Si, -0.1007, 8.2241, 30.6251
Si, 5.4317, 8.1763, 30.6176
Si, 4.0675, 1.3396, 32.0971
Si, 9.5245, 1.3318, 31.9836
Si, 1.3255, 4.0673, 32.0054
Si, 6.7767, 4.0902, 32.0942
Si, 4.0494, 6.8044, 31.9769
Si, 9.5234, 6.8357, 32.0392
Si, 1.2951, 9.5275, 32.0645
Si, 6.8155, 9.5389, 31.9881
Si, -0.046, -0.0029, 33.3995
Si, 5.4693, -0.0349, 33.4017
Si, 2.6941, 2.7303, 33.4142
Si, 8.185, 2.7068, 33.3942
Si, -0.0221, 5.4549, 33.3808
Si, 5.412, 5.4795, 33.4102
Si, 2.7049, 8.1676, 33.3886
Si, 8.1709, 8.2028, 33.4027
Si, 1.3407, 1.3515, 34.768
Si, 6.8253, 1.3468, 34.7679
Si, 4.076, 4.0912, 34.7728
Si, 9.5574, 4.0857, 34.7564
Si, 1.3478, 6.8111, 34.7641
Si, 6.8133, 6.8283, 34.7652
Si, 4.0837, 9.5442, 34.7568
Si, 9.5479, 9.5609, 34.7677
Si, 2.744, 0.0137, 3.4084
Si, 8.2364, 0.0125, 3.4074
Si, 0.0307, 2.7473, 3.3987
Si, 5.4847, 2.7572, 3.4173
Si, 2.7601, 5.4891, 3.4138
Si, 8.2099, 5.4888, 3.4041
Si, 0.0196, 8.229, 3.4235
Si, 5.4931, 8.2164, 3.4074
Si, 4.1163, 1.3776, 4.7639
Si, 9.6473, 1.3532, 4.7601
Si, 1.4054, 4.1017, 4.7607
Si, 6.847, 4.1456, 4.7856
Si, 4.126, 6.8689, 4.7802
Si, 9.5728, 6.8612, 4.7639
Si, 1.3918, 9.606, 4.8016
Si, 6.8914, 9.5623, 4.7576
Si, 0.0676, 0.0389, 6.2222
Si, 5.5162, -0.0022, 6.0729
Si, 2.7509, 2.7287, 6.1516
Si, 8.2842, 2.7552, 6.0466
Si, 0.0193, 5.4839, 6.0719
Si, 5.4919, 5.5356, 6.1769
Si, 2.7855, 8.2559, 6.1566
Si, 8.266, 8.247, 6.1754
Si, 1.4613, 1.391, 7.631
Si, 6.9385, 1.3564, 7.3565
Si, 4.1025, 4.1262, 7.4797
Si, 9.659, 4.0729, 7.4497
Si, 1.3366, 6.887, 7.4335
Si, 6.8791, 6.9169, 7.5474
Si, 4.1968, 9.6285, 7.5358
Si, 9.6389, 9.6003, 7.5843
Si, 2.9624, 0.1324, 8.9956
Si, 8.1973, 0.0429, 8.8534
Si, 0.0465, 2.7515, 8.9627
Si, 5.6373, 2.777, 8.6427
Si, 2.6103, 5.4538, 8.7692
Si, 8.3171, 5.4967, 8.7355
Si, 0.1276, 8.2684, 8.9366
Si, 5.5203, 8.2614, 8.995
Si, 4.6057, 1.5415, 10.3014
Si, 9.321, 1.6007, 10.2078
Si, 1.0766, 4.4208, 10.3483
Si, 7.172, 3.9194, 10.0425
Si, 3.8729, 6.8964, 10.0556
Si, 9.8195, 6.6301, 10.1218
Si, 1.917, 9.2975, 10.1956
Si, 6.6115, 10.0279, 10.3123
O, -4.0656, -7.9966, 15.6557
O, -4.8857, 10.6545, 26.7127
O, 9.878, -14.7663, 17.3671
O, 5.1484, 11.2734, 22.938
O, 2.768, 15.5962, 22.2222
O, -10.5623, 7.5666, 14.4965
O, -5.4129, 1.0263, 14.241
O, -0.4572, -7.8182, 13.1397
O, 6.4562, -6.3203, 17.6359
O, 3.6934, -6.2139, 15.8456
O, 6.4595, 4.4212, 11.4543
O, 12.4997, 1.4099, 12.7364
O, -3.2541, 0.3766, 15.5184
O, 4.1224, 3.9742, 24.5208
O, 4.015, 12.2438, 27.3405
O, -28.8115, -0.4339, 15.867
O, 5.3202, 3.8306, 22.2511
O, -0.7663, 7.9141, 19.9781
O, 7.0851, 21.0001, 24.2864
O, 9.7373, 0.5907, 17.1787
O, 8.4921, 16.52, 18.9721
O, 0.2821, -1.0172, 23.9506
O, -22.8155, 1.0147, 14.5061
O, -14.5116, 35.6451, 20.8911
Si, -15.009, 5.6844, 18.8259
Si, 12.3181, 4.2242, 26.0944
Si, -3.9708, -9.3206, 14.6991
Si, -0.239, -12.8288, 14.227
Si, 1.8833, 10.7767, 12.9351
Si, 10.8139, 0.3374, 24.7456
Si, 12.6912, -2.3482, 18.0172
Si, 12.5205, 20.3256, 23.1136
Si, -33.8961, 8.3816, 18.4218
Si, -20.9668, 14.5275, 18.5319
Si, -9.5479, 37.3456, 21.3537
Si, -28.623, 5.6652, 14.5826
Si, 12.1252, -18.9235, 13.0648
Si, -17.0283, 1.3184, 19.5675
Si, 21.9139, 3.0899, 23.6384
Si, 30.3706, 12.9768, 24.8934
Si, 9.5647, -5.3806, 17.7313
Si, 31.3564, -20.0593, 13.1659
Si, 20.3897, -9.3145, 18.3964
Si, -13.5019, 19.27, 12.3573
Si, 15.197, -0.5675, 17.4611
Si, -4.2206, 0.4211, 23.3819
Si, -7.2757, -2.9177, 25.1017
Si, 6.4153, -1.4654, 25.6463
Si, 4.6533, -0.3633, 14.3783
Si, -17.8578, 16.244, 25.4416
Si, 9.2969, 43.891, 15.6955
Si, 12.5486, 6.8999, 15.3096
Si, -7.2358, 0.7, 22.2696
Si, 2.1525, -6.7991, 15.8502
Si, -6.0691, 15.3037, 11.8383
Si, 11.6514, -14.3475, 20.6019
Si, -4.9575, 3.7133, 20.7793
Si, 7.5969, 3.7143, 16.8892
Si, -4.5416, 18.871, 14.6827
Si, 7.6022, 12.1556, 20.6412
Si, 6.8908, 8.5401, 17.6898
Si, -7.0782, -29.1371, 22.9409
O, 4.2674, 5.7545, 11.1871
O, 1.0834, 8.5246, 21.8392
O, 5.1925, 5.5691, 26.5158
O, 9.6914, 11.9548, 11.7476
O, 23.7836, 2.823, 26.7402
O, -10.2004, 16.9475, 21.1764
O, -10.9794, 5.5691, 10.8185
O, -3.0574, -8.862, 13.4157
O, 2.4573, 8.5581, 24.1815
O, -14.3404, -3.3057, 13.5663
O, 4.9473, 2.9324, 19.7694
O, 3.8024, 0.6883, 20.6462
O, 8.3488, -1.8851, 18.2974
O, 1.421, -0.9301, 11.589
O, -5.9163, -2.0619, 25.0858
O, 0.9563, 25.9532, 24.5378
O, -6.3576, 4.592, 13.4254
O, 2.9615, -12.2127, 18.1339
O, 14.2104, 13.1043, 22.813
O, 6.8321, 4.0105, 27.5133
O, -2.084, 4.7238, 16.487
O, 18.375, -2.5084, 26.3999
O, 2.0256, -25.0515, 16.6304
O, -16.2142, -1.3367, 17.8057
O, 3.4694, -11.2701, 13.2722
O, 4.3562, 0.9438, 18.0717
O, 7.4346, 31.3222, 11.6225
O, 16.5756, 11.2803, 10.9119
O, 11.0111, 4.8326, 26.8162
O, -2.1189, 7.1728, 11.3134
O, 9.2141, 33.4042, 24.6543
O, 13.465, 10.6063, 22.6283
O, 5.4764, -4.3357, 14.8942
O, -9.0484, 3.3348, 17.2408
O, -6.9141, 6.5762, 24.437
O, 0.2486, -1.6636, 17.9952
O, -6.6225, 13.7983, 11.3603
O, 0.1736, 11.3073, 26.3436
O, -23.0621, 9.5309, 15.4786
O, 11.2186, -7.3679, 22.1007
O, 3.2158, 40.6912, 26.6544
O, 1.1216, 5.412, 15.7651
O, 2.6054, 5.2673, 26.2558
O, 6.4021, -14.678, 18.4818
O, -25.6988, -13.6585, 16.1097
O, -19.9795, 25.1412, 14.5017
O, 6.9982, 12.7518, 24.2484
O, -37.4349, 0.6482, 19.8162
O, -5.4037, 9.2204, 14.1635
O, 12.253, -12.4732, 27.5044
O, 1.0219, -0.8639, 14.1242
O, 9.7445, 9.0245, 12.912
O, -9.253, 14.8378, 11.8242
O, 8.2881, 2.8371, 10.5936
O, 12.7405, 18.5911, 19.369
O, 2.906, 8.0625, 10.7755
O, -1.528, 6.8498, 27.3147
O, 8.5106, 13.2933, 26.4891
O, 10.8773, -8.6276, 18.7229
O, 1.7449, 3.8521, 19.9039
O, 17.1497, 5.223, 20.2358
O, -10.9433, 26.7761, 18.2673
O, -2.6923, 2.6244, 17.9277
O, 2.9171, -4.2416, 14.3134
O, -1.982, -10.0158, 19.7859
O, -3.2478, 22.305, 22.0644
O, 11.5133, 23.4478, 23.927
O, 20.32, 14.0967, 24.0617

Results
free energy: -157851.575 eV
free energy less fixed offsets of O -568.88, Si -635.61 eV per atom: -3.355 eV

Forces (eV/angstrom), in the order of the atoms: element, x, y, z
Si, -0.0158, -0.0207, -0.0144
Si, -0.0333, -0.0277, 0.0031
Si, -0.038, -0.0462, -0.006
Si, -0.0248, -0.0235, -0.0153
Si, -0.0284, -0.031, 0.0009
Si, -0.0144, -0.0194, -0.0234
Si, 0.0044, -0.046, -0.0101
Si, -0.0225, -0.0426, -0.0036
Si, 0.1177, 0.0087, -0.193
Si, 0.0954, 0.0841, 0.0455
Si, 0.0905, 0.0702, -0.0755
Si, 0.0096, 0.0276, -0.0172
Si, 0.0286, 0.0856, 0.0393
Si, -0.0115, -0.0006, -0.1877
Si, 0.0433, 0.0317, -0.0255
Si, 0.1157, 0.0001, -0.1207
Si, -0.0365, -0.0854, -0.0651
Si, -0.0531, -0.0207, 0.1118
Si, -0.0719, 0.0113, 0.0502
Si, -0.0289, -0.0414, -0.0334
Si, -0.1169, -0.0319, 0.1181
Si, -0.0621, -0.0603, -0.073
Si, -0.0363, -0.0415, -0.0399
Si, -0.0861, -0.0228, 0.0722
Si, 0.0371, 0.0549, -0.0057
Si, 0.0084, 0.0236, 0.0022
Si, 0.0364, 0.0355, 0.0138
Si, 0.0161, 0.0275, 0.0015
Si, 0.0123, 0.008, -0.0007
Si, 0.0089, 0.0332, -0.0047
Si, 0.0282, 0.0295, 0.0068
Si, 0.019, 0.0458, 0.0067
Si, 0.01, 0.0106, -0.4256
Si, -0.066, 0.0319, -0.3214
Si, 0.0587, -0.1047, -0.2193
Si, 0.023, -0.0426, -0.4604
Si, -0.0502, 0.0228, -0.1277
Si, -0.0763, -0.0359, -0.4682
Si, 0.0421, -0.119, -0.2999
Si, 0.0835, -0.1332, -0.1528
Si, 0.005, 0.0687, -0.1446
Si, 0.0078, 0.0514, -0.0918
Si, -0.0035, 0.012, -0.2285
Si, 0.033, 0.0759, -0.0735
Si, -0.0538, 0.0383, -0.1692
Si, -0.0037, -0.0552, -0.1054
Si, -0.0232, 0.0799, -0.2058
Si, 0.0451, -0.0535, -0.1368
Si, -0.0257, -0.0693, 0.2213
Si, 0.0229, -0.0445, -0.0454
Si, 0.0288, 0.0015, -0.0235
Si, 0.0035, 0.1005, 0.1071
Si, 0.0303, -0.0069, -0.0358
Si, -0.0976, -0.0768, 0.1874
Si, 0.0456, 0.0996, -0.0349
Si, 0.0298, -0.0367, 0.0556
Si, 0.0154, -0.0107, -0.0674
Si, -0.0169, 0.0308, 0.0322
Si, 0.0233, -0.035, 0.0884
Si, -0.065, 0.0777, -0.0874
Si, -0.0165, 0.0185, 0.048
Si, 0.021, -0.0304, -0.1013
Si, 0.0007, 0.0163, -0.0994
Si, 0.0006, -0.0014, 0.0401
Si, 0.0439, -0.0176, -0.0495
Si, -0.0452, 0.0044, -0.0261
Si, 0.0297, -0.0113, -0.0284
Si, -0.0203, 0.0156, -0.0351
Si, -0.0327, 0.0276, -0.0287
Si, 0.0223, -0.0727, -0.0289
Si, -0.0621, -0.0239, -0.026
Si, -0.0041, -0.0396, -0.0518
Si, 0.0029, 0.0172, -0.0069
Si, 0.0102, 0.0013, -0.0252
Si, -0.013, 0.0338, -0.0062
Si, 0.0039, 0.0038, -0.0251
Si, 0.051, -0.0189, -0.0175
Si, 0.0047, 0.0112, -0.0001
Si, 0.0164, 0.0237, -0.0246
Si, 0.0038, 0.0071, 0.0015
Si, -0.0117, 0.0125, 0.0234
Si, -0.011, -0.0212, 0.0037
Si, -0.0122, -0.02, 0.015
Si, -0.0127, 0.0103, 0.0442
Si, -0.0076, -0.0354, 0.0207
Si, -0.0349, 0.038, 0.0298
Si, 0.003, -0.0117, 0.0217
Si, 0.0096, -0.0319, 0.0031
Si, -0.0106, -0.0276, 0.0287
Si, -0.0043, 0.0745, 0.0257
Si, -0.009, 0.0525, 0.0321
Si, 0.0322, -0.0228, -0.0007
Si, 0.0456, 0.0523, 0.0526
Si, -0.0039, -0.0598, -0.0033
Si, 0.0224, -0.0557, 0.0615
Si, -0.0006, 0.0799, 0.0192
Si, -0.0292, 0.0242, -0.0245
Si, 0.0342, -0.1013, 0.0639
Si, 0.0763, 0.0086, -0.0225
Si, 0.0199, -0.0523, 0.0936
Si, 0.0048, 0.0256, 0.0817
Si, -0.0441, 0.0023, -0.0444
Si, -0.0668, 0.0436, 0.0488
Si, -0.0293, -0.033, -0.0269
Si, -0.0278, -0.0114, 0.001
Si, 0.0249, 0.0554, -0.198
Si, -0.0353, 0.0607, -0.0209
Si, -0.0179, -0.0667, -0.1113
Si, -0.028, -0.1011, -0.155
Si, -0.0175, 0.061, 0.0133
Si, 0.0804, 0.0355, 0.0144
Si, -0.0194, -0.0192, -0.004
Si, 0.0869, -0.0598, 0.3099
Si, -0.0308, 0.0417, 0.044
Si, -0.0414, 0.046, 0.2451
Si, 0.0981, 0.1535, 0.2236
Si, -0.0293, -0.0543, 0.1221
Si, 0.0365, -0.0498, 0.2569
Si, 0.0796, -0.0572, 0.1706
Si, 0.0126, 0.1317, 0.1878
Si, 0.1383, 0.103, -0.126
Si, 0.0848, 0.0964, 0.5481
Si, 0.025, 0.0613, 0.3007
Si, 0.0699, 0.0443, 0.1496
Si, -0.1471, 0.0161, 0.2752
Si, -0.0223, 0.013, 0.2221
Si, 0.0299, -0.047, 0.4081
Si, -0.0661, -0.0654, 0.1602
O, -0.0005, 0.0732, 0.0218
O, -0.061, 0.0691, 0.2109
O, -0.0282, -0.0104, 0.026
O, 0.0668, -0.0059, 0.0169
O, 0.0288, 0.0543, -0.0091
O, -0.0664, 0.1083, -0.0548
O, -0.0344, 0.0124, -0.1088
O, 0.0189, -0.0046, -0.0554
O, -0.003, 0.0743, 0.0385
O, 0.028, -0.0146, -0.1251
O, -0.0237, 0.0107, -0.1254
O, 0.0827, -0.0478, -0.1494
O, -0.0173, 0.0317, -0.0293
O, -0.0106, 0.0096, 0.1657
O, 0.0231, -0.0098, 0.6161
O, -0.0259, 0.0101, -0.0291
O, 0.0485, 0.0424, -0.0115
O, -0.0633, 0.011, -0.0554
O, -0.0222, -0.1954, 0.2719
O, 0.0299, -0.0065, 0.0353
O, 0.0067, 0.044, 0.0994
O, 0.0197, -0.0127, 0.0783
O, 0.0044, 0.024, -0.1527
O, -0.0194, 0.0817, -0.0134
Si, -0.034, -0.0739, 0.0071
Si, -0.0104, 0.0111, -0.2265
Si, 0.1061, -0.0843, 0.1234
Si, 0.0275, -0.1482, 0.2954
Si, 0.033, -0.1122, 0.3436
Si, -0.1255, 0.0291, -0.409
Si, 0.0727, -0.0705, -0.1324
Si, 0.0012, 0.1916, 0.0538
Si, 0.0114, 0.0185, -0.0925
Si, 0.0482, 0.0001, -0.0266
Si, -0.0854, -0.1025, 0.0836
Si, -0.1523, 0.2447, 0.3411
Si, -0.2693, 0.0469, 0.2914
Si, -0.074, -0.0744, 0.1009
Si, -0.2002, -0.1608, -0.1599
Si, -0.087, 0.0044, -0.3341
Si, 0.0527, -0.0375, -0.1654
Si, 0.09, 0.1393, 0.2635
Si, -0.0358, -0.0081, -0.0418
Si, 0.0787, -0.1164, 0.12
Si, -0.0011, 0.0357, -0.0861
Si, -0.0628, 0.2624, -0.0971
Si, -0.0819, -0.0134, -0.4587
Si, 0.0051, 0.0257, -0.1739
Si, 0.0908, -0.0628, 0.2568
Si, 0.0113, 0.0265, -0.3464
Si, -0.0528, -0.01, 0.001
Si, 0.0184, -0.0239, -0.0091
Si, 0.0509, -0.0253, 0.1011
Si, 0.0803, 0.2048, 0.1218
Si, 0.0024, 0.1857, 0.0071
Si, 0.1167, 0.0031, 0.1328
Si, -0.017, -0.1333, 0.1134
Si, 0.0535, -0.0966, -0.061
Si, -0.1904, 0.002, 0.1614
Si, -0.0486, -0.0755, 0.1391
Si, -0.0257, 0.0303, -0.1614
Si, -0.0504, -0.1585, -0.0519
O, 0.0482, -0.0471, -0.0395
O, -0.0481, -0.0663, -0.0755
O, 0.0655, 0.0087, 0.3931
O, -0.1017, 0.0203, -0.5987
O, 0.0571, 0.022, 0.1737
O, -0.0308, 0.0332, -0.0429
O, 0.0535, -0.0457, -0.4714
O, 0.0352, -0.0047, -0.0545
O, 0.156, -0.0748, 0.2101
O, 0.1147, 0.0152, -0.1549
O, 0.025, 0.0176, -0.059
O, 0.0473, 0.0352, -0.1063
O, 0.0472, -0.0726, 0.0756
O, -0.0576, -0.0551, -0.3217
O, 0.0158, 0.008, 0.1079
O, 0.168, 0.1236, 0.2777
O, 0.0704, -0.2731, -0.4623
O, -0.0205, -0.0017, 0.0422
O, 0.0235, 0.1321, 0.0131
O, -0.0466, 0.0851, 0.4269
O, -0.0186, -0.0057, 0.0715
O, 0.1278, -0.0058, 0.2661
O, 0.0082, 0.0349, 0.1096
O, 0.0538, -0.0369, 0.0554
O, -0.0475, 0.0607, -0.1997
O, 0.0122, -0.0112, -0.0421
O, -0.0962, 0.0325, -0.0814
O, -0.127, -0.0617, -0.3827
O, 0.0696, -0.0281, -0.0056
O, 0.0255, 0.0235, -0.125
O, 0.0354, -0.0363, 0.1213
O, -0.0181, -0.0469, -0.0069
O, 0.0692, -0.0105, -0.0423
O, -0.0458, -0.024, 0.0416
O, -0.0103, -0.0211, 0.1607
O, -0.1182, -0.0425, 0.056
O, -0.0724, -0.4784, -0.0941
O, 0.0393, -0.0824, 0.5706
O, 0.0423, 0.0129, -0.0469
O, 0.0183, 0.017, 0.0439
O, -0.1051, 0.0047, 0.4065
O, -0.0385, -0.0285, 0.0186
O, -0.0585, 0.0178, 0.1536
O, -0.0212, -0.0269, 0.0638
O, 0.0223, -0.0096, -0.0079
O, -0.0662, -0.1267, -0.2549
O, 0.1043, -0.082, 0.0748
O, 0.0247, 0.0331, -0.0442
O, 0.0365, 0.0364, -0.079
O, 0.0019, 0.0978, 0.3356
O, 0.0519, 0.0691, -0.0774
O, -0.096, 0.0482, -0.1623
O, 0.0195, 0.1429, -0.4084
O, -0.0017, -0.0664, -0.3346
O, -0.0023, 0.0093, -0.0128
O, -0.0526, 0.0796, -0.6326
O, 0.0751, -0.0677, 0.4921
O, -0.1068, 0.1311, 0.5639
O, -0.0208, -0.0168, 0.0316
O, 0.022, 0.0035, -0.1023
O, 0.0456, 0.0808, -0.0688
O, -0.0757, 0.0439, 0.0226
O, -0.0072, 0.0395, -0.0084
O, 0.041, -0.0743, -0.0485
O, 0.0261, 0.0353, -0.0305
O, 0.0013, 0.0188, -0.0426
O, 0.0109, 0.0393, 0.1449
O, -0.0007, -0.0086, 0.1028

The program warned: the cutoff lies below the one the program advises for these potential files; the exchange-correlation potential is rough where the density is thin.
